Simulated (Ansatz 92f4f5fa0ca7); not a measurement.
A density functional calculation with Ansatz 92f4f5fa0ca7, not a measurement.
Periodic cell of 237 atoms, Si145O90As2, from a study of silicon, its oxide and their interface. The atomic structure is a simulated model.
Doubt: the cutoff is far below the 930 eV that the study's wrapper takes by default for these files, so forces and energies are approximate.
This geometry differs little from another in the collection (a relaxation step or a small displacement).

Settings: functional PBE; potential files Ansatz PAW; basis plane waves; wave-function cutoff 580 eV; density cutoff ratio 5; exchange-correlation grid ratio 1; k mesh 1 x 1 x 1, Gamma-centred; self-consistency stop 5e-08 eV per atom in the density residual; occupations fixed; spin none; net charge 0.

Cell vectors (angstrom)
a	11.6015	0	0
b	0	10.938	0
c	0	0	32.0622

Atoms: element, x, y, z (angstrom)
Si	-0.1977	-0.0702	23.2703
Si	3.6743	0.1999	23.1063
Si	7.5542	-0.1341	23.4434
Si	1.6876	1.3678	23.4133
Si	5.7359	1.4056	23.1853
Si	9.4463	1.2293	23.371
Si	0.1591	5.3164	23.4569
Si	4.1209	5.2998	23.3911
Si	8.0304	5.6124	23.5342
Si	2.1575	6.5875	23.3642
Si	5.9638	6.7728	23.4783
Si	10.0071	6.8696	23.5873
Si	1.9028	2.6649	25.3766
Si	5.8308	2.6563	25.249
Si	9.6318	2.6888	25.2667
Si	11.5993	4.0099	25.3861
Si	3.892	3.9743	25.3188
Si	7.7419	4.0935	25.3329
Si	1.9735	8.147	25.1947
Si	5.7753	8.167	25.3663
Si	9.7112	8.2631	25.4235
Si	11.6401	9.5589	25.2613
Si	3.8656	9.5852	25.0751
Si	7.6903	9.5191	25.4038
Si	11.6496	-0.0114	27.2055
Si	3.9004	-0.0546	27.1232
Si	7.7575	-0.0176	27.2807
Si	1.9844	1.3127	27.2758
Si	5.8276	1.3217	27.201
Si	9.6942	1.3294	27.2087
Si	11.5928	5.4695	27.2411
Si	3.8454	5.4193	27.2163
Si	7.7118	5.4575	27.2598
Si	1.9379	6.8254	27.183
Si	5.7594	6.795	27.2729
Si	9.6536	6.8127	27.2767
Si	1.9435	2.7247	29.1727
Si	5.7945	2.7063	29.1388
Si	9.6787	2.7206	29.143
Si	0.0075	4.0939	29.1665
Si	3.8694	4.0855	29.1688
Si	7.7305	4.0762	29.1706
Si	1.9435	8.1864	29.1393
Si	5.7904	8.193	29.1751
Si	9.6737	8.2026	29.1827
Si	0.0109	9.5601	29.15
Si	3.8714	9.5683	29.1254
Si	7.733	9.5463	29.1904
Si	0	0	31.0965
Si	3.8672	0	31.0965
Si	7.7343	0	31.0965
Si	1.9336	1.3673	31.0965
Si	5.8008	1.3673	31.0965
Si	9.6679	1.3673	31.0965
Si	0	5.469	31.0965
Si	3.8672	5.469	31.0965
Si	7.7343	5.469	31.0965
Si	1.9336	6.8362	31.0965
Si	5.8008	6.8362	31.0965
Si	9.6679	6.8362	31.0965
Si	1.9336	2.7345	0.9679
Si	5.8008	2.7345	0.9679
Si	9.6679	2.7345	0.9679
Si	0	4.1018	0.9679
Si	3.8672	4.1018	0.9679
Si	7.7343	4.1018	0.9679
Si	1.9336	8.2035	0.9679
Si	5.8008	8.2035	0.9679
Si	9.6679	8.2035	0.9679
Si	0	9.5708	0.9679
Si	3.8672	9.5708	0.9679
Si	7.7343	9.5708	0.9679
Si	11.6187	0.006	2.928
Si	3.799	-0.0258	2.901
Si	7.7512	0.0009	2.8941
Si	1.9193	1.4125	2.9297
Si	5.7572	1.2397	2.7666
Si	9.6789	1.3596	2.8983
Si	11.5655	5.5134	2.8757
Si	3.8791	5.4974	2.9106
Si	7.7297	5.4643	2.9009
Si	1.917	6.8271	2.8901
Si	5.8177	6.847	2.9074
Si	9.6532	6.8934	2.9845
Si	1.8812	2.8882	4.8156
Si	5.7013	2.5548	4.6294
Si	9.5664	2.7681	4.7765
Si	11.4785	4.19	4.8075
Si	3.9207	4.1096	4.8249
As	7.5574	4.0413	4.8542
Si	1.8946	8.1534	4.8397
Si	5.822	8.2878	4.7945
Si	9.669	8.314	4.9465
Si	11.6381	9.6726	4.9408
Si	3.8134	9.5006	4.8182
Si	7.7403	9.6883	4.8998
Si	11.6394	0.3413	6.797
Si	3.7565	-0.0333	6.6919
Si	7.7348	0.0815	6.9111
Si	2.0891	1.5694	6.7364
Si	5.7158	1.2695	6.6187
Si	9.6413	1.5674	6.8173
Si	11.5682	5.5505	6.7499
Si	4.0879	5.4625	6.8155
As	7.9558	6.1044	6.8425
Si	2.046	6.672	6.6996
Si	5.8447	7.1423	6.8409
Si	9.9564	7.2801	7.1051
O	10.327	8.2209	8.4012
O	7.7057	9.9782	8.2424
O	7.3787	4.8863	8.1157
O	3.3631	10.3941	8.2503
O	2.0639	7.5935	8.0741
O	4.0654	4.633	8.2755
O	9.7599	2.5028	8.2009
O	2.6526	2.4084	8.0967
O	11.43	4.5749	8.0778
O	5.3938	2.4339	7.7554
O	5.7158	8.1561	8.1437
O	11.4205	10.6352	8.3036
O	11.2569	10.0803	21.7924
O	3.2424	10.7187	21.5246
O	5.7658	7.7873	22.1681
O	4.2274	4.4535	21.9419
O	7.6862	9.6875	22.1837
O	10.3086	7.6591	22.157
O	1.6204	2.3925	22.1076
O	5.9431	2.4361	21.8725
O	8.4444	4.7242	22.1893
O	-0.0737	4.4394	22.0433
O	2.3363	7.3957	21.9305
O	9.1376	1.9036	21.883
Si	2.0306	7.8919	9.6531
Si	5.0425	0.6181	17.6809
Si	2.4882	5.4659	14.0352
Si	10.553	3.9465	14.0508
Si	8.2956	2.432	15.2901
Si	9.5532	2.2426	20.3509
Si	10.5032	3.6834	9.0706
Si	0.0365	2.3957	11.6121
Si	11.0425	8.1898	15.4454
Si	5.1751	6.9755	14.0117
Si	5.7882	2.6944	11.0977
Si	8.5727	7.6661	19.3662
Si	8.118	4.8458	20.6028
Si	5.9206	9.6354	15.1876
Si	2.1146	7.6548	20.3432
Si	1.9219	4.9049	18.7986
Si	4.4842	3.4626	18.0116
Si	8.4913	8.9664	16.8079
Si	0.8597	9.5675	13.3994
Si	9.9426	10.7506	11.8505
Si	5.3496	3.7055	21.0083
Si	0.5746	5.5608	16.2869
Si	11.0041	9.4152	9.2781
Si	6.5683	8.8973	21.2869
Si	7.1315	7.1919	11.5101
Si	2.678	0.7919	12.2502
Si	10.8808	8.679	21.0263
Si	6.0449	4.372	15.6461
Si	7.0878	0.5463	13.0084
Si	4.1075	3.0157	8.5753
Si	0.8928	6.8512	11.9393
Si	6.5762	9.1693	9.1183
Si	0.6693	3.285	21.1446
Si	9.8142	6.6105	12.9072
Si	7.7222	4.6578	9.6951
Si	3.9955	10.085	20.2085
Si	4.2752	3.1108	13.5067
Si	3.8998	10.0849	9.7687
Si	8.0636	0.8159	18.0406
O	11.5444	3.3491	12.9174
O	9.3481	4.5545	9.8373
O	8.8065	3.5944	19.8483
O	4.0537	-0.0357	18.8052
O	11.2881	4.5977	15.3394
O	9.9896	9.9133	10.445
O	3.7982	1.6013	13.1209
O	0.6916	9.114	14.9571
O	6.4791	1.0483	18.3583
O	4.7423	3.1727	19.6013
O	6.3254	1.2877	11.7589
O	0.7962	8.9235	9.9487
O	5.632	4.3465	17.2346
O	8.458	7.3145	12.4224
O	4.4486	2.6284	10.1288
O	2.0572	5.67	15.5922
O	3.3534	0.0871	10.9568
O	5.8981	7.2605	12.5719
O	2.3107	6.362	19.3923
O	0.6416	4.9603	17.7947
O	8.4247	10.7307	12.4394
O	5.5162	10.2513	9.7144
O	0.5964	8.2065	20.194
O	9.7524	2.6694	14.6397
O	2.0309	10.6768	13.3062
O	9.9541	9.1578	16.1407
O	6.1103	10.4026	13.7516
O	7.4446	1.6071	14.1863
O	1.648	3.9261	20.0441
O	5.9261	5.8444	14.9423
O	7.3592	9.0032	15.6483
O	1.4999	1.7164	11.6412
O	7.1783	8.3914	10.4046
O	4.3113	2.0152	17.2645
O	7.0306	3.2796	10.2253
O	11.5467	7.0499	16.48
O	8.2338	10.1695	17.8362
O	3.4379	8.5563	10.1218
O	7.593	3.8794	15.551
O	3.1269	4.3236	17.8958
O	2.9018	3.9434	13.683
O	1.3471	8.2983	12.5197
O	1.2102	5.7609	13.086
O	4.9765	8.3468	14.8766
O	11.1754	2.3884	20.3313
O	11.0013	10.1056	12.9031
O	5.2893	3.6564	12.3323
O	5.097	3.2653	14.8979
O	6.4867	4.7954	20.5406
O	8.4751	1.6249	16.6893
O	10.385	1.3536	11.597
O	10.8899	6.7376	11.6751
O	3.2517	8.6953	19.8373
O	1.7294	6.5651	10.5634
O	7.1645	8.1776	19.9778
O	8.4638	7.6143	17.7333
O	3.6854	6.4687	13.6409
O	9.5726	5.056	13.3452
O	5.5307	9.9959	20.7279
O	10.3628	7.4445	14.1767
O	8.7813	6.151	19.9097
O	7.1203	5.8089	10.6681
O	5.2788	10.5826	16.3722
O	9.0488	1.1278	19.2913
O	11.5481	3.1849	10.1995
O	9.7374	8.7019	19.863

Results
free energy: -153071.668 eV
free energy less fixed offsets of As -4856.12, O -568.88, Si -635.61 eV per atom: 3.222 eV

Forces (eV/angstrom), in the order of the atoms: element, x, y, z
Si	0.0001	-0.0021	0.0001
Si	0.001	-0.0009	-0.0031
Si	0.0026	-0.0018	0.0001
Si	-0.002	0.006	0.0026
Si	-0.0005	0.0037	0.0004
Si	0.0018	0.0008	0.0029
Si	0.0024	0.0004	0.0015
Si	0.0006	0.0017	0.0016
Si	0.0037	0.0001	-0.006
Si	-0.0001	0.0032	0.0024
Si	-0.0033	0.0003	0.0045
Si	-0.0032	0.0043	0
Si	0.0007	0.001	0.0027
Si	0.0007	0.001	0.0032
Si	0.0012	0.0044	0.0013
Si	0.0014	-0.0009	-0.0022
Si	0	-0.0013	-0.0017
Si	-0.0006	-0.001	-0.0036
Si	0.0011	0.0017	-0.0002
Si	0.0012	0.0003	-0.0021
Si	0.0019	0.0005	-0.0038
Si	0.0003	0	0.001
Si	-0.0014	0.0006	-0.0003
Si	-0.0003	0.0007	0.0006
Si	0.0026	0.0008	0.002
Si	-0.0008	-0.0008	0.0025
Si	-0.0011	0.0034	0.0004
Si	-0.0001	0.0002	-0.0013
Si	-0.0003	0.0017	0
Si	0.0004	0.0015	0.001
Si	0.0001	-0.0018	-0.0003
Si	0.0004	-0.0021	-0.0007
Si	0	0.0015	-0.0027
Si	-0.0004	0.0023	0.0023
Si	-0.0001	0.0018	-0.0011
Si	0.0011	0.0023	-0.0021
Si	0.0054	-0.0013	0.0019
Si	-0.0011	-0.0007	-0.0034
Si	0.0024	0.0008	-0.0026
Si	0.0007	0.0039	0.0003
Si	-0.0048	0.0012	0.0001
Si	-0.0023	0.0029	0.0071
Si	-0.0007	0	-0.0023
Si	-0.0038	-0.0005	0.0063
Si	-0.0014	0.0016	0.0065
Si	-0.002	-0.0012	-0.0068
Si	0.0056	-0.0026	-0.0115
Si	0.003	0.0015	0.0005
Si	0.0174	0.0167	-0.0735
Si	-0.0018	0.0307	-0.1843
Si	-0.0365	0.0579	0.1225
Si	-0.0099	-0.0828	0.1037
Si	-0.0017	0.0313	-0.1529
Si	0.0015	-0.0574	-0.0921
Si	0.0329	-0.026	-0.0237
Si	0.0128	0.031	-0.0153
Si	-0.0271	-0.0538	-0.0237
Si	-0.0214	-0.0865	-0.0693
Si	-0.0272	-0.0868	0.1023
Si	0.0513	-0.152	0.1405
Si	-0.0022	0.0588	0.0765
Si	-0.0776	-0.0008	-0.2905
Si	0.0443	0.0358	0.0177
Si	-0.1004	0.076	-0.0307
Si	0.0166	0.0601	0.1218
Si	0.0766	0.0549	0.079
Si	0.035	0.0326	-0.1686
Si	0.0795	0.053	0.0387
Si	-0.1568	-0.0062	0.2692
Si	0.0779	-0.0151	0.1693
Si	-0.28	-0.2618	-0.0802
Si	0.1072	-0.0994	-0.0098
Si	0.0101	0.0071	0.0172
Si	-0.0039	0.0117	0.0113
Si	0.0051	-0.0082	0.0068
Si	0.0039	0.0008	-0.0015
Si	0.0269	0.0121	-0.0102
Si	-0.0227	-0.0015	-0.0243
Si	0.0025	-0.0169	-0.0041
Si	-0.003	-0.0167	-0.0098
Si	0.0125	-0.01	0.0083
Si	0.0013	0.0132	0.0057
Si	-0.0047	0.0092	0.014
Si	0.0133	0.0149	-0.0016
Si	-0.0075	-0.002	-0.0096
Si	-0.0048	-0.0159	0.0277
Si	-0.0025	-0.009	0.0541
Si	0.0066	0.031	0.0079
Si	-0.0151	0.0294	0.0094
As	-0.002	0.1228	0.0318
Si	-0.0127	0.0083	-0.0052
Si	-0.0194	0.0002	0.0146
Si	-0.0077	-0.0096	-0.0011
Si	-0.0082	-0.0058	-0.0031
Si	-0.0081	-0.0042	-0.0054
Si	0.0004	0.006	-0.0058
Si	0.0101	-0.0182	-0.0476
Si	0.0143	-0.0032	-0.0105
Si	0.0022	-0.0004	0.0091
Si	0.0069	0.0081	0.0026
Si	-0.0019	-0.0081	0.0107
Si	0.0035	-0.0018	-0.0159
Si	-0.0059	0.0216	-0.0171
Si	0.0152	0.0133	-0.0094
As	0.1206	-0.0322	-0.1591
Si	0.0064	-0.0215	-0.0228
Si	-0.0289	-0.0512	-0.1302
Si	-0.0457	-0.1057	-0.1052
O	0.0164	0.0435	0.0638
O	0.0034	-0.0041	-0.011
O	-0.0137	-0.0848	0.1313
O	0.0032	-0.004	0.002
O	-0.0188	0.0052	-0.0081
O	0.0019	-0.0143	0.0224
O	0.005	0.0074	0.0037
O	-0.0098	-0.0056	-0.005
O	0.0005	-0.0126	0.0192
O	-0.0007	-0.004	-0.0077
O	-0.0262	0.0106	0.0401
O	-0.0113	0.0048	0.0573
O	-0.0006	0.0029	0.0009
O	0.001	0.0019	-0.0016
O	0.0017	0.0031	-0.0053
O	-0.0002	-0.0006	-0.003
O	0.0007	0.0014	-0.003
O	-0.0019	0.0011	-0.0004
O	0.0002	0.0014	-0.0031
O	0.0004	0.0007	-0.002
O	0.0004	0.005	-0.0072
O	-0.0003	0.0001	-0.0035
O	0.0019	0.0054	0.0032
O	-0.0003	0.0042	-0.0062
Si	-0.0333	-0.0141	0.0034
Si	0.0013	0.0036	-0.0008
Si	-0.0008	-0.0068	-0.0039
Si	0.0046	0.0024	-0.0039
Si	0.0101	0.0023	-0.003
Si	-0.003	0.0013	0.0059
Si	0.0022	0.0171	-0.0136
Si	-0.0031	-0.0008	0.0013
Si	0.0026	0.0034	0.0001
Si	0.0008	0.0017	-0.0017
Si	0.0303	0.0146	-0.033
Si	-0.0059	-0.0014	0.0048
Si	0.0036	0.0065	0.0032
Si	0.0042	0.0078	-0.0011
Si	-0.0004	0.0003	0
Si	0.0012	0.0044	0.0023
Si	0.0017	0.0025	0.0001
Si	0.001	0.0038	-0.0166
Si	-0.0025	0.0075	-0.005
Si	-0.0058	0.0077	0.0029
Si	0	0.0021	0.0027
Si	-0.0014	0.0009	-0.0057
Si	0.035	0.0113	-0.011
Si	-0.0018	-0.001	0.003
Si	-0.006	0.0016	0.0098
Si	0.0057	0.0042	0.0004
Si	0.0008	-0.0021	0.0028
Si	-0.0018	-0.0024	-0.0026
Si	-0.0095	0.0185	-0.0148
Si	0.0174	0.0201	-0.0141
Si	0.0042	0.0028	-0.0068
Si	0.0018	0.0564	0.0157
Si	-0.0002	0.0028	0.0063
Si	0.0026	0.0032	0.0008
Si	-0.0052	-0.0271	-0.0149
Si	0.0013	-0.0009	0.0033
Si	-0.0012	0.0051	-0.0015
Si	-0.0113	0.0108	-0.0116
Si	0.0083	0.007	-0.0025
O	-0.003	0.0087	0.0027
O	0.0126	0.0121	0.0019
O	0.0013	0.0018	-0.0009
O	0.0024	0.0032	-0.0023
O	0.0022	0.0073	0.0059
O	-0.0004	0.0141	0.0249
O	-0.0043	0.0013	-0.002
O	0.0017	0.002	0.0017
O	0.0098	0.0041	-0.0016
O	-0.001	0	-0.0041
O	0.0196	-0.0028	0.0248
O	0.0104	0.0323	-0.0007
O	-0.0001	0.0032	-0.0026
O	-0.0051	0.0083	-0.0004
O	0.0174	-0.0071	0.0227
O	-0.001	0.0002	-0.0065
O	-0.0129	0.0111	0.0126
O	0.0135	0.0023	-0.0116
O	0.003	-0.0001	0.0001
O	0.0014	0.006	-0.0006
O	0.006	0.0056	-0.0002
O	0.0185	0.0178	0.0049
O	0.0011	-0.0021	-0.0003
O	-0.0122	0.0018	0.0054
O	0.0009	0.007	-0.0016
O	-0.0178	0.0035	0.0133
O	0.0167	0.0145	-0.0024
O	-0.0058	-0.0122	-0.0104
O	0.0008	0.0008	-0.0015
O	0.0028	0.0029	0.0043
O	0.0165	0.0064	0.0166
O	0.0019	0.0025	0.0037
O	0.0072	-0.0141	0.0107
O	0.0024	0.0024	0.0024
O	-0.0503	-0.0199	0.0495
O	0.0045	0.0009	0.0015
O	-0.0007	0.0117	-0.0056
O	0.0393	-0.0204	-0.0007
O	-0.0017	0.0031	0.0046
O	-0.0001	0.0007	0.0004
O	-0.0035	0.0166	0.0035
O	-0.0019	0.0135	0.0002
O	0.0065	0.0037	0.0078
O	0.0055	0.0064	0.0031
O	0.0003	-0.0002	-0.0007
O	0.0092	0.0021	0.0033
O	0.0021	0.0064	-0.0005
O	0.0075	0.0085	0.0044
O	0.0007	0.0007	-0.0009
O	-0.0034	-0.0039	0.0094
O	0.0015	0.0088	0.0039
O	0.0025	0.0051	0.005
O	-0.0026	0.0046	-0.0014
O	-0.0101	0.011	0.0011
O	0.0094	-0.0046	-0.0035
O	0.0033	0.0078	-0.0029
O	0.0006	0.0017	0.0053
O	0.0021	0.0056	0.0032
O	-0.0012	-0.0008	-0.001
O	-0.0023	0.0035	0.0015
O	-0.006	0.0001	0.0025
O	0.0013	0.0208	-0.005
O	0.0028	0.0023	-0.0032
O	-0.0113	-0.0069	-0.0138
O	-0.0005	-0.0008	-0.0055
O	-0.0006	0.001	-0.0008

The program warned: the cutoff lies below the one the program advises for these potential files; the forces do not sum to zero within the program's tolerance; the exchange-correlation potential is rough where the density is thin.
